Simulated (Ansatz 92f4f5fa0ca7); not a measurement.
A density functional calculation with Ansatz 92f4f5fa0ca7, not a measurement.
Periodic cell of 223 atoms, Si132O90P1, from a study of silicon, its oxide and their interface. The atomic structure is a simulated model.
Doubt: the cutoff is far below the 930 eV that the study's wrapper takes by default for these files, so forces and energies are approximate.
This geometry differs little from another in the collection (a relaxation step or a small displacement).

Settings: functional PBE; potential files Ansatz PAW; basis plane waves; wave-function cutoff 580 eV; density cutoff ratio 5; exchange-correlation grid ratio 1; k mesh 1 x 1 x 1, Gamma-centred; self-consistency stop 5e-08 eV per atom in the density residual; occupations fixed; spin none; net charge +1 e, with a uniform compensating background and no finite-size correction.

Cell vectors (angstrom)
a 10.938 0 0
b 0 10.938 0
c 0 0 32.1988

Atoms: element, x, y, z (angstrom)
Si 10.5864 0.2226 24.8342
Si 5.7175 10.6887 24.7205
Si 2.471 2.9373 24.652
Si 8.4353 2.4594 24.7688
P 0.2708 5.1826 24.8443
Si 5.1641 5.7514 24.6687
Si 2.9529 8.008 24.5593
Si 7.9182 8.4583 24.7272
Si 1.3185 1.3847 26.0166
Si 6.8519 1.3204 26.0925
Si 4.0479 4.1221 25.9781
Si 9.6086 4.0437 26.0964
Si 1.4131 6.8358 26.0116
Si 6.7575 6.8672 26.0136
Si 4.0991 9.5283 25.9968
Si 9.45 9.5896 26.1306
Si 2.7275 -0.0008 27.3296
Si 8.1512 -0.0074 27.5476
Si 0.0295 2.7113 27.4946
Si 5.4407 2.7432 27.3464
Si 2.7313 5.452 27.4407
Si 8.1858 5.4996 27.3415
Si -0.0365 8.1889 27.3626
Si 5.4355 8.201 27.4503
Si 4.082 1.3667 28.7326
Si 9.5668 1.36 28.8418
Si 1.3674 4.1071 28.8296
Si 6.831 4.1028 28.7209
Si 4.0926 6.8277 28.8084
Si 9.551 6.8291 28.7562
Si 1.3652 9.568 28.7176
Si 6.7828 9.552 28.8555
Si 0.0182 -0.0234 30.1515
Si 5.4234 0.016 30.1601
Si 2.745 2.7213 30.1553
Si 8.1872 2.7567 30.1401
Si -0.0257 5.4734 30.1493
Si 5.4844 5.4573 30.1426
Si 2.7146 8.2176 30.128
Si 8.1987 8.1863 30.1642
Si 1.3769 1.3524 31.5286
Si 6.822 1.3819 31.4967
Si 4.1195 4.0902 31.5159
Si 9.5572 4.1038 31.5225
Si 1.3513 6.8521 31.4877
Si 6.8423 6.8183 31.5377
Si 4.0734 9.5744 31.5236
Si 9.578 9.5576 31.5193
Si 2.7356 -0.0045 0.7205
Si 8.1957 0.0113 0.6554
Si -0.005 2.7303 0.686
Si 5.4833 2.7309 0.6986
Si 2.7353 5.4935 0.6438
Si 8.2111 5.4557 0.7175
Si 0.0086 8.1917 0.6913
Si 5.464 8.2104 0.6855
Si 4.1304 1.3628 2.0704
Si 9.5576 1.3529 2.0477
Si 1.3774 4.1335 2.0143
Si 6.8491 4.0808 2.0812
Si 4.0996 6.8324 2.0479
Si 9.5851 6.8353 2.0663
Si 1.3766 9.5426 2.0687
Si 6.8309 9.6016 2.0399
Si -0.0149 -0.0332 3.391
Si 5.4953 0.0102 3.4765
Si 2.7716 2.7923 3.36
Si 8.1947 2.6908 3.4593
Si 0.0297 5.4742 3.4341
Si 5.4743 5.4679 3.4098
Si 2.7684 8.2029 3.4548
Si 8.204 8.2322 3.3783
Si 1.3889 1.3949 4.6256
Si 6.8466 1.3475 4.9167
Si 4.152 4.0866 4.8068
Si 9.581 4.0824 4.7619
Si 1.4147 6.8287 4.8251
Si 6.8222 6.8916 4.728
Si 4.1361 9.5766 4.8483
Si 9.5517 9.5523 4.7946
Si 2.7457 0.1168 6.0527
Si 8.2061 -0.0623 6.2726
Si 0.0281 2.6705 6.0428
Si 5.474 2.7274 6.2933
Si 2.8155 5.4769 6.1852
Si 8.1752 5.4818 6.0346
Si 0.0112 8.1876 6.1533
Si 5.5273 8.2229 6.235
Si 3.8359 1.5722 7.6049
Si 9.84 1.1395 7.4568
Si 1.6271 3.7992 7.3129
Si 6.6554 4.4163 7.4781
Si 4.4069 6.6326 7.5502
Si 9.3666 6.9482 7.4054
Si 1.1445 9.9191 7.2892
Si 7.1568 9.2295 7.6735
O 8.3077 8.0867 7.9027
O 2.715 2.7353 7.9486
O 9.5348 1.3528 24.2183
O 4.0545 6.8576 24.0997
O 0.033 0.0254 7.9516
O 5.5316 5.5113 8.0256
O 6.8325 9.5828 24.1626
O 1.3081 4.1381 24.2067
O 3.8629 7.3841 8.9344
O 0.8031 4.3748 8.5957
O 9.8124 6.1753 8.7968
O 2.1269 9.3814 8.4836
O 7.5173 3.9262 8.7935
O 4.2669 0.9223 9.0667
O 6.7311 9.5565 9.2239
O 9.2104 1.8564 8.7974
O 7.7305 3.1702 23.4799
O 10.4997 5.8181 23.5808
O 5.009 0.459 23.4257
O 5.8802 5.0963 23.3481
O 3.0606 2.2784 23.2576
O 2.3266 8.7279 23.205
O 8.6304 7.7323 23.4214
O 0.2436 10.3072 23.5861
Si 4.3468 1.5936 22.4583
Si 3.4865 7.9296 14.0258
Si 7.1157 0.9563 14.6619
Si 0.9589 9.3399 22.5081
Si 1.1792 4.3092 11.8812
Si 6.2599 8.9634 15.3173
Si 0.6739 1.3687 12.2934
Si 8.6412 4.915 20.5093
Si 0.327 5.7156 9.3602
Si 5.103 3.1209 17.9364
Si 0.8788 3.7425 16.7419
Si 10.4019 2.8165 19.2147
Si 5.2803 1.1836 10.3481
Si 0.8816 0.1594 19.8224
Si 6.6438 9.459 10.8658
Si 9.3297 9.6705 18.3088
Si 9.3888 9.2425 12.5665
Si 6.5681 3.8484 22.5567
Si 2.4408 8.0692 9.3759
Si 10.6034 7.3714 17.0724
Si 2.5162 6.2915 16.5763
Si 10.1701 4.4902 14.1849
Si 6.1327 9.1826 18.5128
Si 7.9677 2.5716 9.5783
Si 8.8754 2.1427 12.4502
Si 5.3445 6.2426 18.0687
Si 3.9193 0.5572 19.4582
Si 4.2779 3.8401 12.0478
Si 5.5399 6.6021 12.1348
Si 8.0123 2.491 17.2219
Si 4.359 2.4801 14.9627
Si 1.5371 1.2146 15.2536
Si 1.5658 9.4133 12.0412
Si 8.044 6.85 13.8696
Si 10.3817 9.8369 15.478
Si 9.8172 6.9924 22.5976
Si 8.1348 5.4937 17.4231
O 6.0437 7.9593 11.2861
O 6.0047 9.206 16.8985
O 7.6743 1.361 13.1911
O 0.8914 1.7494 13.864
O 9.4481 6.2533 16.8724
O 6.7538 6.2047 13.1375
O 5.1429 4.6555 18.6135
O 9.226 2.122 18.2767
O 2.3683 0.0789 19.0753
O 9.402 10.2263 16.7546
O 2.7874 4.4331 11.7137
O 5.0668 10.3253 19.1222
O 9.4185 3.2398 13.4929
O 0.4663 1.7479 19.9563
O 3.1509 1.3654 15.0629
O 8.2291 5.4316 19.0459
O 3.9045 6.5894 17.3835
O 4.575 3.2836 16.3856
O 9.0528 5.6626 14.3173
O 5.4363 2.7612 22.1543
O 10.6702 4.1418 15.6811
O 0.327 3.8558 18.2806
O 10.4188 10.5084 19.2061
O 9.6436 10.0261 14.0223
O 10.9526 8.0515 22.153
O 1.191 2.1595 16.532
O 9.7221 3.6985 20.421
O 8.151 4.0303 16.7265
O -0.045 9.0986 11.9002
O 6.5822 2.405 18.0088
O 5.5827 10.7187 11.1918
O 7.7454 9.5868 18.8417
O 10.025 1.0243 12.0579
O 1.314 6.9582 9.0486
O 0.6169 4.7683 13.3478
O 5.6995 7.6236 18.9892
O 5.2352 5.0864 11.5146
O 2.715 6.9826 15.1153
O 0.9064 2.7461 11.4631
O 0.858 10.6884 15.5493
O 2.4 8.5889 10.9061
O 4.6967 2.432 11.2672
O 4.2575 3.5096 13.6776
O 2.1945 4.6837 16.4963
O 10.7137 8.2524 15.6953
O 6.9302 10.2887 14.6749
O 2.3369 8.9511 13.4221
O 8.0335 1.5284 15.9018
O 4.1237 6.9967 12.8508
O 4.1746 2.0121 18.7279
O 7.2717 4.4115 21.2237
O 8.4052 2.9255 11.1015
O 1.1928 6.8749 17.3663
O 5.651 1.5705 14.766
O 8.129 9.7537 11.5856
O 9.2621 6.1809 21.3351
O 8.9549 7.7145 12.8611
O 1.6474 0.1196 11.8775
O 6.6669 6.1508 17.0889
O 7.3889 7.7969 15.047
O 1.1922 10.2561 21.203
O 10.0299 8.1959 18.3532
O 3.9137 0.8673 21.0816
O 0.3437 5.339 10.9262
O 6.6928 1.5751 9.6278
O 4.773 8.7077 14.6796

Results
free energy: -135859.463 eV
free energy less fixed offsets of O -568.88, P -755.39, Si -635.61 eV per atom: -4.353 eV

Forces (eV/angstrom), in the order of the atoms: element, x, y, z
Si 0.0036 -0.0203 0.0344
Si 0.0258 -0.0266 0.0079
Si 0.023 -0.0144 0.0902
Si -0.005 0.0117 -0.0052
P -0.0392 0.0342 -0.0927
Si 0.009 0.0041 0.0359
Si 0.0071 -0.0016 0.0251
Si 0.0034 -0.0088 0.0213
Si 0.019 -0.0075 -0.0155
Si -0.0052 0.0068 0.0067
Si -0.0008 -0.012 -0.0142
Si -0.0065 0.0172 0.0078
Si 0.0077 0.0014 0.007
Si -0.0014 -0.0004 -0.0087
Si -0.0036 -0.0042 0.008
Si 0.0095 -0.0063 -0.0126
Si -0.0048 0.0008 -0.0076
Si -0.0078 -0.0077 0.0165
Si 0.0091 0.0109 0.0105
Si -0.0032 0.0076 -0.0024
Si -0.0032 -0.0027 -0.0002
Si -0.0014 0.0072 -0.0007
Si -0.0183 0.0069 0.0044
Si 0 0.0021 0.0049
Si -0.0032 0.0023 0.0016
Si -0.0093 -0.0002 0.0002
Si -0.0082 0.0045 0.0026
Si 0.0051 -0.0083 -0.002
Si -0.0007 0.0123 -0.0069
Si 0.0104 -0.0114 -0.0041
Si 0.0126 -0.0032 -0.0019
Si -0.0027 0.0036 -0.0045
Si -0.005 0.0007 0.0023
Si 0.0032 -0.0042 -0.0014
Si 0.0046 -0.0006 -0.0025
Si -0.0024 -0.0018 0.002
Si 0.0011 0.0014 -0.0039
Si -0.0008 0 0.0019
Si 0.0019 -0.0028 0.0017
Si -0.0049 0.0055 -0.0051
Si 0.0053 -0.0002 -0.0015
Si 0.0004 0.0026 -0.001
Si -0.0005 -0.0042 0.0002
Si 0.0014 0.0034 -0.0024
Si -0.0034 -0.0015 -0.0001
Si 0.002 0.0009 -0.0014
Si -0.0001 0.0008 -0.0027
Si 0.0006 -0.0012 -0.0002
Si 0.001 -0.0018 0.0012
Si -0.0025 0.0002 0
Si -0.0049 0.0018 0.0004
Si 0.0004 -0.0005 0.0002
Si -0.0016 0.0046 0.0004
Si 0.002 -0.0056 0.001
Si 0.0043 -0.0019 0
Si -0.0016 0.002 0.0008
Si -0.0011 0.0047 -0.0011
Si 0.0006 -0.003 0.0015
Si 0.0067 -0.0006 0.0004
Si -0.0026 0.0004 0
Si -0.0006 -0.0046 0.002
Si -0.0013 0.005 -0.0017
Si -0.0045 0.0002 0.0004
Si 0.0052 -0.0011 -0.0003
Si 0.002 -0.0019 0.003
Si 0.0009 0.0012 0.0038
Si 0.001 -0.0003 0.0031
Si -0.0034 -0.0006 -0.0018
Si -0.0003 0.0011 -0.0015
Si -0.0012 -0.0023 0.0053
Si 0.0001 0.0009 -0.0015
Si 0 0.0017 0.0032
Si -0.0018 0.0014 -0.0071
Si 0.0015 -0.0012 -0.002
Si 0.002 0.0039 -0.0069
Si -0.0002 -0.004 0.0022
Si 0.0039 0.0007 -0.0008
Si 0.0001 0.0004 -0.0019
Si 0.0015 -0.0008 0.0022
Si -0.0009 -0.0003 -0.0072
Si 0.0024 -0.005 -0.0014
Si -0.0015 0.0041 -0.0011
Si -0.0001 0.0038 0.0028
Si 0.0013 -0.0036 -0.0027
Si -0.002 -0.0002 -0.0002
Si 0.0007 0.0012 0
Si -0.0014 -0.0023 -0.0004
Si -0.004 0.0014 -0.0022
Si -0.0079 0.0051 -0.0042
Si 0.0056 -0.0015 -0.0105
Si 0.0002 -0.0071 -0.0099
Si -0.0028 0.0066 -0.0055
Si 0.0069 0.0008 -0.0101
Si -0.0068 0.0006 -0.009
Si -0.0004 0.0067 -0.0037
Si 0.002 -0.0089 -0.0065
O 0.0016 0.0045 0.0025
O 0.0038 0.001 0.0024
O 0.0042 0.0084 -0.0011
O -0.0087 -0.0046 -0.0162
O -0.0025 -0.0024 0.0031
O -0.0019 -0.0029 0.0023
O -0.0111 0.0128 -0.0175
O 0.0058 0.0021 0.0301
O -0.0069 0.0054 0.0083
O -0.0058 0.009 0.0106
O 0.0066 -0.0047 0.0071
O 0.0066 -0.0091 0.0103
O 0.0061 -0.009 0.0089
O 0.0076 -0.0029 0.0117
O -0.0033 0.0024 0.0154
O -0.009 0.0064 0.0101
O -0.0091 -0.0004 -0.0108
O -0.0122 -0.0039 0.026
O -0.0166 0.0194 -0.0202
O 0.0123 -0.0163 -0.0213
O 0.029 -0.0242 -0.0869
O -0.0076 0.0135 -0.0169
O 0.025 -0.0076 -0.0094
O 0.0073 -0.0058 -0.0259
Si -0.0141 0.0115 0.0382
Si -0.0013 -0.0008 -0.0028
Si 0.0019 0.0027 -0.003
Si 0.004 -0.0155 0.0243
Si -0.0037 0.0053 -0.0007
Si -0.0018 0.0006 -0.0009
Si 0.0009 0.0008 0.0049
Si 0.0001 0.007 0.0212
Si -0.0034 -0.0012 -0.0112
Si -0.0043 -0.0045 -0.0044
Si -0.0021 0.0003 -0.0013
Si 0.0013 0.0018 0.0075
Si -0.0005 -0.002 -0.0083
Si 0.0098 -0.0092 0.0114
Si -0.0042 0.0054 -0.0112
Si 0.005 0.0045 -0.0015
Si -0.0025 0.0025 0.0022
Si -0.0109 0.0014 0.0267
Si 0.003 -0.0001 -0.0119
Si -0.003 0.0007 -0.0058
Si 0.0009 0 -0.0074
Si 0.0017 -0.0021 -0.0014
Si -0.003 0.0047 -0.0057
Si 0.0033 0.0035 -0.0113
Si -0.0039 0.0034 -0.0032
Si 0.0029 -0.0019 -0.0085
Si -0.0078 0.002 0.0114
Si 0.001 -0.0033 0.0039
Si -0.0001 0.0026 0.0036
Si 0.0014 -0.0002 -0.0039
Si 0.0009 0.0043 -0.0041
Si -0.0016 0.0015 -0.0042
Si 0.0056 -0.004 -0.0016
Si -0.0004 0.0001 -0.0014
Si -0.0024 0.0002 -0.0034
Si 0.0099 0.0038 0.0846
Si -0.0002 -0.003 0.0018
O -0.0015 -0.0063 0
O 0.0004 -0.0007 -0.0032
O -0.0019 -0.0015 0.0011
O 0.0009 -0.0006 0.0021
O 0.0024 0.0023 0.0017
O 0.0031 0.0001 -0.0003
O 0.0004 0.0034 0.0049
O -0.0067 -0.0022 0.0005
O 0.0026 0.0004 0.0002
O 0.0011 0.0003 -0.0016
O 0.0004 -0.0007 -0.004
O 0.0064 -0.0063 0.0017
O 0.0011 0.0028 0.0005
O -0.0046 0.0022 0.0006
O 0.0001 -0.0006 0.002
O -0.009 0.0083 -0.026
O -0.0038 0.0004 0.0046
O -0.0011 -0.0006 -0.0007
O -0.0007 0.0007 -0.0002
O 0.0076 0.003 -0.0043
O -0.0009 0.0011 0.0014
O 0.0054 0.0035 -0.0044
O -0.0118 -0.0042 -0.0021
O 0.0001 0.0006 0.002
O -0.006 0.0033 -0.0015
O 0.0008 -0.0014 0.0019
O 0.0069 -0.0101 -0.0008
O -0.0016 0.0013 0.0009
O -0.0027 0.0007 -0.0033
O 0.0023 0.0004 0.0044
O 0 -0.0029 0.0001
O -0.0007 -0.0009 0.0052
O 0.0015 -0.0004 -0.0036
O -0.0001 0.0004 0
O -0.0022 0.0004 0.0018
O -0.0009 -0.0009 0.0064
O 0 0.0022 -0.0041
O -0.0002 0.0009 0.0017
O -0.0007 -0.0022 -0.0034
O 0.0004 0.0006 0.0026
O -0.0041 0.0063 0.0104
O -0.0033 0.0082 0.0016
O -0.0003 -0.0022 0.0037
O 0.0005 0.0006 0.0037
O 0.0006 0.001 0.0005
O -0.001 -0.0011 0.0007
O 0.0015 -0.0005 0.0019
O -0.002 -0.0029 -0.0007
O -0.0024 0.002 -0.0005
O 0.0048 0.0075 -0.001
O 0.0084 0.0027 -0.0118
O 0.0046 -0.0011 0.0105
O 0.001 -0.0003 0.0048
O -0.0001 -0.0012 0.0018
O 0.0077 -0.0016 0.0012
O -0.0224 -0.0243 -0.0465
O -0.0007 -0.0017 -0.0015
O -0.0016 0.0015 -0.0036
O -0.0001 0.0001 0.0019
O -0.0002 0.0014 0.0018
O 0.0002 0.0209 -0.0224
O 0.0003 -0.0014 0.0014
O -0.0004 -0.0114 -0.0216
O 0.003 -0.0058 0.0096
O -0.0046 -0.0018 -0.0005
O 0.001 0.0006 0.0016

The program warned: the cutoff lies below the one the program advises for these potential files; the exchange-correlation potential is rough where the density is thin.
